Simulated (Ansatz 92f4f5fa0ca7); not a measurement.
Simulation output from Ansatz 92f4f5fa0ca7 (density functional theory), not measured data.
Periodic cell of 430 atoms, Si266O164, from a study of silicon, its oxide and their interface. The atomic structure is a simulated model.
Doubt: the cutoff is far below the 930 eV that the study's wrapper takes by default for these files, so forces and energies are approximate.
This geometry differs little from another in the collection (a relaxation step or a small displacement).

Settings: functional PBE; potential files Ansatz PAW; basis plane waves; wave-function cutoff 580 eV; density cutoff ratio 5; exchange-correlation grid ratio 1; k mesh 1 x 1 x 1, Gamma-centred; self-consistency stop 5e-08 eV per atom in the density residual; occupations fixed; spin none; net charge 0.

Cell vectors (angstrom)
a	15.4687	0	0
b	0	12.8259	0
c	0	0	37.4567

Atoms and the computed forces on them: element, x, y, z (angstrom), force x, y, z (eV/angstrom)
Si	-0.0488	1.1687	34.7336	0.0027	-0.0045	0.0053
Si	3.8544	1.1454	34.8279	-0.0016	0.0025	0.0025
Si	7.7849	1.1756	34.7907	-0.0006	-0.0025	0.0051
Si	11.6102	1.1223	34.7695	-0.0097	0.0013	0.0072
Si	1.9225	7.5598	34.7883	0.0052	0.003	0.0041
Si	5.8505	7.5911	34.6576	-0.0027	-0.0011	0.0023
Si	9.6431	7.5901	34.841	-0.0019	0.0017	0.0052
Si	13.5454	7.6071	34.778	0.0008	-0.002	-0.0009
Si	1.9336	5.247	35.1898	0.3532	0.0397	-0.1155
Si	5.8008	5.247	35.1898	-0.0753	0.1985	-0.369
Si	9.6679	5.247	35.1898	0.2433	0.0753	-0.4892
Si	13.5351	5.247	35.1898	0.033	-0.0338	0.666
Si	0	11.6599	35.1898	0.0004	-0.0371	0.3002
Si	3.8672	11.6599	35.1898	0.0053	-0.1915	-0.3448
Si	7.7343	11.6599	35.1898	0.0751	0.309	0.2886
Si	11.6015	11.6599	35.1898	-0.2664	0.0831	0.2535
Si	0	4.664	36.4265	-0.0531	0.0519	0.0019
Si	3.8672	4.664	36.4265	-0.1112	0.0453	-0.0379
Si	7.7343	4.664	36.4265	-0.0335	-0.1292	-0.1428
Si	11.6015	4.664	36.4265	0.0377	0.0264	0.0576
Si	1.9336	11.0769	36.4265	-0.0054	-0.0974	-0.0678
Si	5.8008	11.0769	36.4265	-0.0438	-0.0016	-0.0491
Si	9.6679	11.0769	36.4265	0.0049	-0.0711	-0.032
Si	13.5351	11.0769	36.4265	0.0605	-0.0198	-0.1008
Si	0	2.332	36.8387	-0.2907	-0.113	-0.1962
Si	3.8672	2.332	36.8387	0.1133	0.0021	0.2536
Si	7.7343	2.332	36.8387	0.048	-0.0041	0.0654
Si	11.6015	2.332	36.8387	0.1527	0.0179	-0.1859
Si	1.9336	8.745	36.8387	-0.1851	0.0357	0.0561
Si	5.8008	8.745	36.8387	0.185	-0.1059	-0.5336
Si	9.6679	8.745	36.8387	-0.1177	0.1421	0.5199
Si	13.5351	8.745	36.8387	0.1155	-0.0585	0.1926
Si	1.9336	1.749	0.6188	0.069	-0.0392	-0.0128
Si	5.8008	1.749	0.6188	-0.0039	0.155	-0.0303
Si	9.6679	1.749	0.6188	-0.0397	-0.0006	-0.0016
Si	13.5351	1.749	0.6188	0.0194	0.0087	0.0214
Si	0	8.162	0.6188	-0.017	0.0112	0.0316
Si	3.8672	8.162	0.6188	-0.0952	-0.1043	-0.1435
Si	7.7343	8.162	0.6188	-0.0242	0.0096	0.0059
Si	11.6015	8.162	0.6188	-0.0451	-0.0023	0.0101
Si	0	5.83	1.031	0.0879	0.065	0.0776
Si	3.8672	5.83	1.031	0.0412	0.0163	0.0604
Si	7.7343	5.83	1.031	0.0612	-0.0013	-0.0847
Si	11.6015	5.83	1.031	-0.0724	0.0964	0.0857
Si	1.9336	12.2429	1.031	0.0434	0.0485	0.0864
Si	5.8008	12.2429	1.031	-0.01	-0.0065	-0.0049
Si	9.6679	12.2429	1.031	-0.0138	-0.045	-0.0266
Si	13.5351	12.2429	1.031	-0.0827	-0.0593	-0.026
Si	1.9336	5.247	2.2678	-0.0398	0.0394	0.4895
Si	5.8008	5.247	2.2678	-0.0009	-0.198	-0.6526
Si	9.6679	5.247	2.2678	-0.2256	0.005	-0.2528
Si	13.5351	5.247	2.2678	0.2386	0.0149	0.3148
Si	0	11.6599	2.2678	-0.1525	0.0275	0.1446
Si	3.8672	11.6599	2.2678	0.111	0.2127	0.5499
Si	7.7343	11.6599	2.2678	0.0036	-0.0407	-0.1927
Si	11.6015	11.6599	2.2678	0.0389	-0.3402	-0.5162
Si	1.9336	2.915	2.68	-0.0387	0.2247	0.1772
Si	5.8008	2.915	2.68	0.0764	-0.3251	-0.417
Si	9.6679	2.915	2.68	0.1199	0.1942	0.1802
Si	13.5351	2.915	2.68	-0.0637	0.0948	0.1035
Si	0	9.328	2.68	0.0616	-0.1186	0.0584
Si	3.8672	9.328	2.68	0.1055	0.0516	0.0768
Si	7.7343	9.328	2.68	-0.054	0.0598	-0.0064
Si	11.6015	9.328	2.68	0.0326	-0.1773	-0.1337
Si	-3.7717	-4.8926	22.1259	-0.0009	-0.0006	-0.0004
Si	5.7008	-5.3293	30.4698	0.003	-0.0057	-0.001
Si	3.4645	-5.3178	31.3592	-0.0052	0.0131	0.0188
Si	12.9621	-2.9928	28.771	-0.0119	0.0231	-0.0104
Si	2.2895	7.2414	25.5492	0.0003	-0.0051	0.0062
Si	8.7724	9.3931	18.3367	0.0013	0.0009	-0.0018
Si	13.1786	4.4209	25.3459	0.0023	-0.0018	-0.0001
Si	9.5509	11.2745	31.7896	-0.005	0.001	-0.0016
Si	7.6322	2.0381	30.7049	0.0008	-0.0016	-0.0035
Si	5.2261	7.5445	25.9846	0.0001	-0.0006	0.0037
Si	13.5008	10.4511	31.9973	0.0058	-0.0833	-0.0039
Si	19.3576	1.8277	30.6923	-0.0078	-0.0081	0.001
Si	3.8837	14.3486	28.3693	-0.002	-0.0017	0.0008
Si	-3.1367	7.4548	25.1405	-0.004	-0.0042	0.0007
Si	2.045	6.2107	28.6244	0.0086	0.008	0.0005
Si	15.0072	7.2414	31.253	-0.0189	0.0197	-0.0252
Si	-2.1565	-0.3377	26.0404	-0.0072	0.005	0.0081
Si	3.9983	4.0753	31.6023	0.0012	0.0197	-0.006
Si	7.6532	6.1008	30.516	-0.0015	0.0002	-0.0014
Si	10.6154	-2.6451	28.3287	-0.0045	-0.0107	-0.0006
Si	-4.032	13.9986	29.8329	0.0009	0.001	0.0021
Si	-1.4154	5.037	30.627	0.0291	-0.0163	0.0372
Si	13.6029	13.6773	30.906	0.0331	0.0073	-0.0443
Si	15.6569	4.4422	21.6014	0.0018	0.0001	0.003
Si	1.833	-1.5818	31.8595	0.0024	0.0049	0.0099
Si	1.9286	0.8064	31.5391	0.0025	-0.007	0.003
Si	1.4437	-4.7487	30.0608	-0.0053	-0.0074	0.004
Si	15.5968	3.5572	28.7204	0.0006	-0.0023	0.0146
Si	9.2821	1.4796	26.1692	-0.0055	-0.0073	0.0051
Si	5.8475	11.0913	31.7245	-0.0009	-0.001	-0.0023
Si	6.8312	7.1771	19.0867	0.0007	0	0.0012
Si	14.1962	11.4632	30.0228	0.0016	0.0653	0.0182
Si	0.7627	4.8079	24.6487	0.0023	-0.0014	0.0025
Si	2.7167	2.615	25.8283	0.0015	-0.0006	0.0033
Si	5.81	0.7153	31.5033	0.003	-0.0039	0.004
Si	9.6147	0.8536	31.3564	-0.0059	0.0007	0.0029
Si	4.0683	5.7656	29.8763	0.0118	-0.0253	-0.0074
Si	5.2327	10.0242	27.9491	-0.0025	0.0001	-0.0028
Si	6.5577	9.6857	29.8437	0.0017	0.0032	0.0061
Si	9.0032	9.7046	30.0607	0.0001	-0.0022	0.0048
Si	0.0204	3.8841	32.0648	-0.0018	-0.0175	-0.0126
Si	0.1502	2.0838	30.5979	-0.0171	0.0059	0.0022
Si	7.7754	4.1539	31.8635	-0.0021	0.0047	-0.0009
Si	11.9411	4.939	31.8984	-0.0065	0.0046	0.0025
Si	1.0012	10.5279	29.7627	0.0044	0.0005	0.0065
Si	2.5567	11.3938	28.1596	0.0075	0.0075	-0.0039
Si	9.081	7.7175	31.3708	-0.0012	-0.0036	0.0015
Si	13.1259	8.5028	30.7166	0.0001	0.0203	0.0598
Si	2.0916	4.1268	33.09	-0.005	0.0002	-0.0005
Si	5.8204	4.0012	33.1639	0.0016	-0.0029	0.0039
Si	9.8377	4.1157	33.0274	0.0025	0.0004	0.0075
Si	13.5397	3.9095	33.3181	0.0042	-0.0203	-0.0117
Si	0.0317	10.4175	33.2096	-0.0074	0.0095	-0.0187
Si	3.8538	10.5631	33.0073	-0.0015	-0.001	0.0007
Si	7.7123	10.6173	33.1194	0.0029	-0.002	0.0033
Si	11.4648	10.6064	33.1074	-0.001	-0.0019	0.0012
Si	1.9397	1.816	33.6374	-0.0016	-0.0034	-0.0025
Si	5.8039	1.6995	33.6528	-0.0013	0.0009	0.0027
Si	9.7283	1.7913	33.5322	0.0013	0.0014	-0.0005
Si	13.4743	1.539	33.3674	0.0137	-0.0076	0.0017
Si	-0.0027	8.0628	33.4916	-0.0083	-0.0048	0.0086
Si	3.8184	8.2154	33.5451	-0.001	0.0024	0.0003
Si	7.8719	8.2627	33.429	0.0034	0.0048	0.002
Si	11.5574	8.303	33.717	0.0038	0.0014	0.0003
Si	0	2.332	3.9167	0.1964	-0.1788	0.2157
Si	3.8672	2.332	3.9167	0.2377	0.0305	-0.0886
Si	7.7343	2.332	3.9167	-0.328	0.3229	-0.3765
Si	11.6015	2.332	3.9167	-0.0117	-0.2832	-0.9199
Si	1.9336	8.745	3.9167	-0.2743	-0.448	0.4448
Si	5.8008	8.745	3.9167	-0.0122	0.853	-0.0139
Si	9.6679	8.745	3.9167	0.0307	0.0337	-0.0771
Si	13.5351	8.745	3.9167	-0.4169	-0.318	0.5839
Si	1.9517	6.3882	4.4291	-0.0011	0	-0.002
Si	5.8552	6.4719	4.2101	0.0014	-0.001	-0.0018
Si	9.6393	6.3768	4.3247	-0.0049	0.0031	-0.0016
Si	13.5663	6.3068	4.4456	0.0081	0.0027	0.0005
Si	-0.0148	12.8381	4.3406	0.0015	-0.0015	0.0007
Si	3.8798	12.847	4.4366	-0.0007	-0.0007	-0.0002
Si	7.6991	12.8582	4.2829	-0.0015	0.0008	-0.0003
Si	11.5557	12.8693	4.2102	-0.0018	0.0012	-0.0056
Si	0.0516	5.6728	5.8152	0.0016	0.0014	-0.0009
Si	4.0427	5.9634	5.5296	0.0005	-0.0008	0.0027
Si	7.6779	5.8654	5.5285	-0.0016	-0.0019	-0.0025
Si	11.4989	5.4201	5.3688	-0.0032	-0.0431	-0.0477
Si	1.8971	12.1541	5.596	-0.0001	0.0025	0.0023
Si	5.882	12.3499	5.686	0.0033	0.0014	-0.0008
Si	9.6468	12.4304	5.4832	0.0001	-0.0005	0.0005
Si	13.4214	12.4226	5.5107	-0.0011	0.0022	0.0014
Si	-0.0303	3.2953	6.1007	-0.0016	-0.0008	0.0013
Si	4.6826	3.6614	5.6956	-0.0001	-0.0018	0.0015
Si	7.0894	3.5463	5.8416	-0.0002	0.0022	-0.0002
Si	11.4694	3.0725	6.0672	0.004	-0.0056	-0.0252
Si	1.8384	9.8228	6.0414	-0.0008	0	0.0027
Si	5.6834	10.0302	5.9666	-0.0016	-0.0026	0.0017
Si	9.5539	10.0576	5.8769	0.0011	0.0052	-0.0005
Si	13.3712	10.1391	5.8692	-0.0025	-0.0059	0
Si	3.2147	-1.4949	9.0456	-0.0016	0.0027	0.0021
Si	4.1151	5.3761	8.8217	-0.016	0.0043	0.0001
Si	9.9439	1.4061	7.065	0.0043	-0.0001	-0.0009
Si	13.4574	2.8292	7.3118	-0.0006	-0.0096	-0.0069
Si	-1.0934	8.129	8.6295	0.0061	0.0017	-0.0048
Si	3.8132	9.4978	7.3921	-0.0009	0.002	-0.0032
Si	7.6518	9.5357	7.1468	0.0001	0.0023	-0.0004
Si	15.3123	6.0284	8.2302	0.0006	0.0078	0.002
Si	-7.2644	13.0799	12.7908	0.0032	0.0015	-0.0022
Si	3.3987	4.6121	18.7556	0.001	0.0013	0.0013
Si	7.3136	7.2332	7.4192	0.0009	-0.0013	0.0015
Si	4.2201	2.3079	9.8397	0.0053	-0.0063	0.0098
Si	2.2406	10.714	11.2468	0.0055	-0.0002	-0.0075
Si	1.8209	16.0181	9.9708	-0.0026	-0.0009	0.0022
Si	6.7396	13.0001	7.9139	-0.0016	-0.0051	0.0027
Si	17.1428	12.8375	7.8488	-0.001	-0.007	-0.0014
Si	6.9972	10.975	10.9813	0.0023	0.0031	-0.0046
Si	8.6349	4.2855	13.7335	0.0003	-0.001	-0.0032
Si	15.0579	11.9454	8.5122	0.0045	0.0005	0.0026
Si	8.1171	11.0918	8.8716	-0.0015	0.0013	0.0008
Si	-3.6252	18.0223	10.6256	-0.0025	0.0071	0.0052
Si	5.7146	17.006	10.1971	0.0047	-0.0051	-0.0032
Si	9.8915	16.5963	10.8412	0.0056	-0.0116	0.0118
Si	15.2142	9.8769	7.3005	0.0041	-0.0082	0.0021
Si	-2.1763	0.4986	7.7578	-0.0002	0.0078	-0.0057
Si	1.9307	5.5697	9.652	0.0167	-0.0012	-0.0113
Si	11.4167	9.8334	7.2173	0.0061	0.006	0.0112
Si	19.2116	3.2522	7.7413	-0.0087	0.0047	-0.0115
Si	-4.0587	9.2823	10.9762	0.0015	0.0094	-0.0048
Si	7.8774	15.1473	7.7143	-0.0002	0.0047	0.0035
Si	8.0122	16.8707	9.3839	-0.0042	-0.0089	-0.0035
Si	11.2748	5.8447	7.5783	0.0074	0.0317	0.0732
Si	1.5528	2.4357	7.7478	0.0087	0.0046	0.0007
Si	5.9526	5.1865	12.2762	0.001	-0.0023	0.0045
Si	9.2568	9.651	15.3094	-0.0007	-0.0014	0.0025
Si	9.4644	6.6819	18.5124	0.001	0.0006	-0.0012
Si	2.54	7.7704	11.9322	0.0002	0.0015	-0.0016
Si	9.0367	6.1146	8.6613	0.0041	0.0092	-0.0021
Si	14.5176	6.0227	17.8931	0.0015	-0.001	0.0015
Si	11.1416	13.2	8.8515	0.0006	-0.0131	-0.0142
Si	4.0805	-3.5302	16.024	0.0039	0.0008	-0.0002
Si	10.5634	-1.9062	9.1769	0.0016	-0.0009	-0.0064
Si	4.7979	7.1792	7.5163	0.0009	-0.0008	-0.0012
Si	13.7518	-4.1172	10.7994	-0.0035	0.0025	-0.0072
Si	-4.721	1.5523	17.8189	0.0006	-0.0003	-0.0005
Si	3.6414	3.6854	13.4426	0.0011	-0.0004	-0.002
Si	8.8461	7.9801	23.3798	-0.0016	0.0017	-0.0017
Si	21.1144	8.2394	12.0056	0.0029	0.0016	-0.0017
O	29.6593	6.1679	14.1082	0	-0.0002	-0.0028
O	-18.0526	11.0094	14.6639	0.0004	-0.0032	-0.0017
O	15.558	11.0939	14.8609	-0.0003	-0.0008	0.0015
O	16.0776	-1.5476	18.5851	0.0008	-0.0001	0.0006
O	-5.5208	8.2491	18.5877	0.0009	-0.0006	0.0015
O	-7.6765	27.5055	26.6664	0.0087	-0.003	-0.0021
O	18.463	25.8013	28.2174	-0.0013	-0.0004	0.0051
O	-2.2126	10.8957	25.6667	-0.0023	0.0007	0.0058
O	-1.5144	-16.8765	14.649	0.0001	0.0012	0.0014
O	-3.1044	25.5907	27.313	-0.0025	-0.0075	-0.0022
O	5.6307	8.8931	22.2865	0.0026	0.0003	0.0035
O	21.9325	9.4139	11.2044	-0.0002	-0.0014	0.0033
O	25.1461	12.7106	20.8651	0.0008	-0.0002	0.001
O	-5.0473	1.6519	16.2134	0.0009	-0.0004	0.002
O	13.8516	-0.4279	17.7406	0.0004	-0.0004	0.0007
O	-1.0275	2.8482	15.2676	0.0011	-0.0014	0.0018
O	10.3052	10.7128	14.7169	0.0065	-0.0007	-0.0041
O	8.655	-9.8226	14.723	0.0015	0.0002	0.0015
O	-1.2974	20.2886	11.8031	-0.0064	-0.0034	-0.0038
O	5.598	-4.1564	13.5661	-0.0016	0.0007	0.0007
O	22.7713	8.634	18.4617	0.0007	-0.0008	0.0009
O	5.5938	-11.2092	15.3937	0.0006	-0.0001	0.0016
O	-10.1116	31.876	22.5208	0.0008	-0.0003	0.0003
O	0.4521	3.0532	20.7621	0.0015	-0.0008	0.0003
O	-1.8984	19.0647	19.2078	0.0013	0.0009	-0.0003
O	12.2386	9.2011	21.2799	0.0008	-0.0021	0.0021
O	4.8789	-4.1749	27.1201	0.0028	-0.0012	0.0005
O	1.3238	6.3421	24.5963	-0.0005	0.002	0.0007
O	12.1478	16.9368	20.1227	0.0003	0.0003	0.0012
O	3.8435	10.5027	28.6766	-0.0055	-0.0029	0.0068
O	10.081	8.0586	22.3276	0.0022	-0.0003	0.0006
O	1.712	1.3114	25.8205	-0.0002	-0.0018	0.0001
O	14.8901	2.0476	17.7756	0.0014	0.0001	0.001
O	2.7329	1.899	21.3339	0.0006	0.0001	0.0004
O	23.7284	-6.2637	19.6418	0.0006	0	0.0009
O	8.1179	-7.1068	28.9615	0.0084	0.0006	-0.0055
O	-1.868	8.1711	25.903	0.0047	0.0038	0.007
O	7.8747	1.2821	16.5866	0.0003	-0.0002	0.001
O	-13.0783	3.3935	19.0944	0.0006	-0.0015	0.0009
O	16.11	4.2186	23.1405	-0.0008	-0.0002	-0.0023
Si	14.0919	18.8001	12.4818	-0.003	0.0017	-0.0033
Si	10.3238	8.0536	26.1743	-0.0012	-0.0049	-0.0037
Si	12.7109	0.4409	12.4649	0.0048	-0.0003	-0.001
Si	22.2294	17.8322	26.1602	-0.0038	-0.0003	0.0033
Si	13.8021	13.8608	18.4569	0.0008	0	0.0014
Si	8.0777	3.6463	20.9299	-0.0005	0.0003	0.0016
Si	12.6813	-15.0905	20.5443	0.0013	0.0016	-0.0001
Si	7.6273	13.4695	24.0527	-0.0018	-0.0003	0.003
Si	21.7294	4.3667	18.4557	0.0012	0.0002	0.0004
Si	-1.2722	-2.563	15.2657	-0.0001	0.0012	0.0006
Si	0.1377	14.3515	26.1698	0.0016	0.0008	0.0036
Si	14.8991	11.5922	10.8329	-0.0012	0.0054	-0.0015
Si	4.7434	1.2863	23.9655	0.0017	-0.0025	0.0049
Si	-4.9698	14.3728	10.8332	-0.0056	0.0077	0.013
Si	14.7604	14.6546	14.045	0.0015	0.0029	-0.0036
Si	11.3721	7.2234	31.6775	-0.0046	0.0073	-0.0107
Si	8.989	1.5713	15.4169	-0.0001	0.0014	-0.0017
Si	1.6062	-0.3122	18.177	0.0003	-0.0011	-0.0001
Si	16.8656	11.4206	22.6115	0.0011	-0.0007	0.0003
Si	6.6819	2.3824	27.6955	0.0019	-0.0036	0.0024
Si	-1.5739	9.6469	26.5659	0.0047	0.002	-0.0086
Si	10.6587	7.2463	10.1082	-0.0113	-0.0153	0.0042
Si	-4.5546	-0.3401	28.0588	0.0034	0.0079	-0.011
Si	6.3645	9.2715	23.6666	-0.0003	0.0008	-0.0002
Si	-9.694	-1.1023	25.3566	0.001	-0.0011	0.0029
Si	13.1903	4.7568	8.687	-0.008	0.0031	0.0027
Si	11.5718	10.8158	13.7094	0	0.0035	0.0055
Si	-5.4312	-0.9518	19.5138	0.0005	0.0002	0.0015
Si	-7.2728	0.479	21.1867	0	-0.001	0.0038
Si	-2.4987	5.4704	20.5362	0.0019	-0.0017	-0.0003
Si	-0.8055	-18.2668	15.0913	0.0006	0.0003	-0.0009
Si	8.8393	6.7941	15.4461	0.0011	0.0013	-0.0016
Si	1.7474	2.2901	20.0922	0	0.0012	0.0011
Si	-4.191	16.2506	27.5492	-0.002	-0.0009	-0.0017
Si	6.62	8.6657	14.8183	0.0055	-0.0002	0.0019
Si	-1.9329	14.6569	24.0299	0.0001	-0.0024	0.0007
Si	20.4656	12.8136	9.5675	0.0041	-0.0012	-0.0008
Si	-1.2778	25.7712	21.538	-0.001	0.0011	0.0019
Si	-3.4385	7.8856	8.2457	0.0133	0.0516	0.0356
Si	20.8376	1.2458	13.8265	-0.0008	-0.0005	-0.0023
Si	10.6162	4.1282	19.5817	0.0016	-0.0008	0.0002
Si	-0.9503	10.9739	18.187	0.0004	0.0017	0.001
Si	-10.4846	-5.2705	21.6457	0.002	-0.0002	0.0018
Si	6.7603	18.3869	23.0649	-0.0012	0.0009	0.0021
Si	16.1899	-9.1947	11.9728	0.0016	-0.0013	-0.0065
Si	2.2315	20.0935	14.4013	0.0002	-0.0005	0.0013
Si	16.9512	6.5501	19.7101	0.0005	-0.0006	0.0025
Si	5.7261	-0.0258	19.3653	0.0003	0.0001	0.0012
Si	3.2308	11.6853	14.0455	0.0028	0.0028	-0.0032
Si	3.9388	10.6408	18.7311	0.0008	-0.0007	0.0017
Si	3.7161	0.6964	21.8718	0.0026	0.0023	-0.0008
Si	2.4826	17.2835	15.9011	0.0001	-0.0016	0.002
Si	15.0656	3.2698	16.7045	0.0008	0.0003	-0.0004
Si	9.1759	18.4968	27.7344	-0.0085	-0.0012	0.0104
Si	2.4492	-3.8186	20.9433	0.0019	-0.0013	0.0003
Si	1.1639	25.1723	15.0212	0.0011	-0.0003	-0.0001
Si	1.3549	10.2332	25.5629	0.0029	-0.0003	0.0041
Si	21.8149	1.8152	16.8194	0.003	-0.0004	0
O	30.4478	14.8729	24.7599	0.0004	-0.0004	0.0009
O	23.8417	5.1014	26.428	0.0025	0.0001	0.0009
O	20.1815	0.3545	20.6039	0.0007	-0.0006	0
O	34.1071	-14.6868	12.5705	0.002	0.0003	0.0041
O	35.5068	15.2412	12.9922	0.0011	-0.0026	0.0014
O	12.395	18.646	25.0721	0.0008	-0.0017	0.0003
O	-0.6969	17.6149	25.3891	-0.003	0.0002	0.0013
O	1.1442	-9.1224	16.4346	0.0009	0.0004	0.001
O	21.7891	3.4274	17.1266	0.0008	0	0.0009
O	-0.0401	15.4623	27.363	-0.0007	-0.0012	-0.0041
O	13.8836	12.7072	11.4701	-0.003	-0.0015	0.0036
O	-5.0904	2.6432	26.4315	-0.0004	0.0011	0.0009
O	9.8006	8.101	15.1815	0.0007	0.0008	0.0011
O	-2.79	5.253	12.0792	0.0095	0.0029	0.0008
O	12.7833	26.2462	24.8061	0.0041	-0.0036	0.0029
O	-9.824	7.4085	20.1588	0.0014	-0.0003	-0.0002
O	6.3541	-6.0637	11.9205	0.0019	0.0012	0.0023
O	28.1335	16.6547	26.7859	0.0012	0.0017	0.0013
O	18.9223	-2.8387	20.1278	0.0011	0.0001	-0.0001
O	22.8937	3.8331	19.4514	0.0008	-0.0002	0.0004
O	10.0931	0.1345	18.2979	0.0009	-0.0001	0.0007
O	6.3503	27.3393	23.9036	0.0007	-0.0017	-0.0002
O	-12.1895	15.5154	27.3657	-0.0005	0	-0.0016
O	4.8618	16.9671	19.2617	-0.0006	-0.0005	0.0012
O	21.6761	8.1349	24.832	0.0017	-0.0003	-0.0005
O	3.3859	17.7366	17.1601	0.0012	-0.0001	0.0014
O	-3.594	1.6385	11.7607	-0.0004	0	-0.0026
O	6.131	16.6022	27.0351	0.003	0.0001	-0.001
O	9.0567	14.1098	24.5487	-0.0008	0.0001	0.011
O	-11.5886	2.4805	24.6914	0.0011	-0.0016	-0.0004
O	3.325	20.848	15.3587	0.0003	-0.001	0.001
O	14.0951	4.877	21.5485	0.0011	0.0006	0.0011
O	13.8871	-2.5829	19.4928	0.0011	-0.0009	0.0007
O	16.9071	8.156	19.9776	0.0008	-0.0006	0.0003
O	7.0947	-8.246	13.2829	0.0008	0.0013	-0.0002
O	30.6052	2.6066	12.6734	-0.0006	-0.0006	0.0077
O	8.9626	0.4074	14.2497	0.0007	-0.0008	0.0009
O	-3.9769	-1.6371	19.6444	0.0002	-0.0007	0.0003
O	-2.075	0.9862	13.8272	-0.0008	-0.0018	-0.0002
O	1.8649	16.7865	25.5008	-0.0003	0.0005	0.0005
O	5.7312	24.8607	10.8627	-0.0026	0.0003	-0.0012
O	-9.1473	5.9727	18.0755	0.0009	-0.0002	0.0013
O	-2.3159	-1.1425	21.6396	0.0011	-0.0003	0.0011
O	-14.3624	-1.6997	24.2064	0.0002	-0.0002	0.0002
O	8.9499	10.6607	19.334	0.0006	-0.0004	0.0014
O	7.2943	20.0296	15.0809	-0.0002	0.0006	0.0009
O	7.4299	2.5517	29.13	0.0001	-0.0016	0.0027
O	0.9847	5.7259	21.0121	0.0011	-0.0004	0.0007
O	-7.5185	19.4988	23.0131	0.0022	-0.0002	0.0009
O	21.0896	36.247	24.1999	0.0011	-0.0026	-0.0003
O	-18.8865	6.5496	21.3432	0	0.0009	0.0021
O	-6.1717	20.681	24.9322	0.0013	-0.0015	0.0042
O	2.1539	-9.08	12.7816	0.0017	0.0023	0.0036
O	3.1179	11.9969	18.374	0.0009	0.0004	0.0012
O	0.0342	-2.9405	26.4595	-0.0011	-0.0006	0.0039
O	-5.73	0.1566	27.0045	0.0046	0.0012	0.0028
O	-1.0732	10.1211	11.365	-0.0028	-0.017	-0.0089
O	-9.8105	0.9961	18.0708	0.0005	-0.0006	0.0013
O	1.9564	6.5578	11.0047	-0.0015	0.0001	0.0033
O	7.9579	9.3584	23.3067	-0.0007	-0.002	0.0024
O	17.6702	5.6928	14.8722	0.0006	0.0011	0.0008
O	19.1546	9.509	17.5898	0.0012	-0.0007	0.0005
O	26.0514	18.3874	18.7844	0.0012	0	0.0011
O	17.485	6.8478	27.1106	-0.0015	-0.0008	-0.0017
O	22.2337	13.8565	12.9972	-0.0007	0.0008	0.0019
O	19.5799	-4.7579	11.4974	0.0036	0	0.0007
O	3.3985	16.2595	15.0323	0.0013	-0.0003	0.0014
O	-12.0933	-4.9724	21.6699	0	0	0.0008
O	17.495	8.8033	25.1757	-0.0003	0.0015	-0.001
O	-5.2823	-9.9589	18.6334	0.0005	0.0002	0.0011
O	14.1353	13.5931	20.035	0.0019	-0.0004	0.0012
O	17.225	-3.6893	11.4006	0.0001	-0.0012	0.0036
O	9.6108	17.0187	20.8634	0.002	0	0.0013
O	21.1589	-3.7602	16.08	-0.0012	0.0008	0.0003
O	23.2362	-12.9578	22.629	0.0007	0.0004	0.0009
O	20.9211	11.2477	18.8857	0.0008	-0.0001	0.0007
O	6.5272	4.9122	24.5464	0.001	-0.0005	0.0033
O	-1.221	4.4906	29.049	-0.0016	0.001	-0.0101
O	7.2633	12.3508	25.1845	0.0019	0.0005	0.0003
O	-6.1827	-7.2675	14.5128	0.0006	-0.0001	0.002
O	-6.5499	32.0152	17.0068	0.0006	-0.0004	0.0014
O	1.2996	4.7247	28.5845	-0.0043	-0.005	-0.0016
O	-2.6552	3.2964	24.1829	0.0004	-0.0006	0.002
O	16.0263	0.8589	14.3275	-0.0006	-0.0008	0.0017
O	-6.3031	13.7151	11.6179	-0.0033	-0.0011	0.0019
O	19.8861	-0.055	13.8458	0.0017	-0.0012	0.0023
O	-3.908	-0.6615	12.7988	0.0028	-0.0016	0.0032
O	19.1917	-15.0201	15.186	0.0005	-0.0012	0.0018
O	4.6264	12.8282	25.0073	0.0012	-0.0004	-0.0005
O	-18.6014	14.4489	18.1349	0.0008	-0.0002	0.0012
O	-4.0629	-16.0517	12.6297	0.0022	-0.0065	-0.0062
O	17.7922	-1.7565	26.5661	-0.0028	-0.0023	-0.0016
O	13.7321	-11.4636	22.4933	-0.0001	0.0005	0.0027
O	-5.0085	17.5599	28.0629	0.001	-0.0005	0.002
O	40.5053	16.8476	12.4477	0.0012	-0.0014	-0.0092
O	9.7847	19.978	27.4352	0.0014	-0.0028	0.0041
O	29.7197	4.5205	17.3332	0.0008	0.0002	0.0012
O	-15.5764	17.8881	11.9825	0.0002	0.0011	0.0028
O	-1.203	7.0316	16.6388	0.0016	-0.0002	0.0008
O	-7.6571	22.5731	14.5476	0.0028	-0.0001	0.002
O	7.2298	-12.7977	19.9673	0.0008	-0.0005	-0.0004
O	6.0119	6.3374	26.7281	0.0024	-0.0012	0.0001
O	27.8677	-4.84	23.5927	0.0012	-0.0003	0.0017
O	16.2316	-5.0445	14.8883	0	0.0002	0.0014
O	1.5356	9.9367	21.9232	0.0007	0	0.0008
O	5.6845	11.1552	26.862	0.0033	0.0022	-0.0035
O	11.5492	2.5643	28.9059	0.0019	-0.0027	0.0029
O	7.184	17.1895	22.0636	0.0015	-0.0016	0.0003
O	1.4247	0.9565	19.1964	0.0002	-0.0005	0.0003
O	-5.1564	22.406	26.7859	0.0016	0.0054	0.002
O	20.9161	14.1474	27.8528	0.004	0.0012	0.0003
O	3.0039	6.027	19.4507	0.0012	-0.0014	0.0003
O	14.2785	10.0372	16.885	0.0003	0.0003	-0.0019
O	4.488	-7.7702	13.066	0.001	0.0006	0.003
O	14.8331	0.1213	26.5103	-0.0009	-0.0017	0
O	-12.6786	-0.593	22.328	-0.0004	-0.0009	0.002
O	-6.4992	10.0267	16.86	0.0014	-0.001	-0.0018
O	15.6579	12.3487	21.985	0.0016	-0.0008	0.0011
O	0.9572	11.7395	11.4409	-0.0062	0.0011	0.003
O	16.855	12.8166	16.5906	0.0003	0	0.0021
O	19.3438	6.9783	25.2703	-0.0002	-0.0005	-0.0003
O	8.1696	2.0833	21.3297	0.0014	0.0006	0.0006
O	0.598	-6.6109	18.3794	-0.0005	-0.0001	0.0004
O	7.8797	-1.2858	12.277	0.0014	-0.0015	0.0028

Results
free energy: -262362.637 eV
free energy less fixed offsets of O -568.88, Si -635.61 eV per atom: 5.943 eV

The program warned: the cutoff lies below the one the program advises for these potential files; the forces do not sum to zero within the program's tolerance; the exchange-correlation potential is rough where the density is thin.
